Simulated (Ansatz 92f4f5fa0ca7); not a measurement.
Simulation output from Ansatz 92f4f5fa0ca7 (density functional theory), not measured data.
Periodic cell of 221 atoms, Si132O88H1, from a study of silicon, its oxide and their interface. The atomic structure is a simulated model.
Doubt: the cutoff is far below the 930 eV that the study's wrapper takes by default for these files, so forces and energies are approximate.
This geometry differs little from another in the collection (a relaxation step or a small displacement).

Settings: functional PBE; potential files Ansatz PAW; basis plane waves; wave-function cutoff 580 eV; density cutoff ratio 5; exchange-correlation grid ratio 1; k mesh 1 x 1 x 1, Gamma-centred; self-consistency stop 5e-08 eV per atom in the density residual; occupations fixed; spin none; net charge +1 e, with a uniform compensating background and no finite-size correction.

Cell vectors (angstrom)
a 10.938 0 0
b 0 10.938 0
c 0 0 32.891

Atoms and the computed forces on them: element, x, y, z (angstrom), force x, y, z (eV/angstrom)
Si -0.3373 0.2975 25.3637 -0.0226 0.0223 0.0313
Si 5.7024 -0.4409 25.2446 0.0387 -0.01 0.0367
Si 2.5442 3.031 25.3484 -0.0136 0.0116 -0.0035
Si 8.3989 2.5767 25.4252 -0.0072 0.0128 -0.0262
Si 0.2748 5.2398 25.3623 0.0078 -0.0227 -0.0398
Si 5.1888 5.6593 25.5717 -0.0186 0.0203 -0.0256
Si 3.0964 7.8408 25.8909 0.0928 -0.1463 -0.1302
Si 8.1099 8.4093 25.3792 0.0081 0.005 0.0298
Si 1.375 1.3841 26.6054 0.0123 0.0044 -0.0005
Si 6.7434 1.3349 26.572 0.0009 0.0108 0.0179
Si 4.0232 4.1099 26.8432 0.0141 -0.0051 0.0018
Si 9.6131 4.1023 26.7274 0.0017 0.0153 0.005
Si 1.2717 6.7985 26.8138 0.0025 0.0015 0.0239
Si 6.905 6.8237 26.6846 -0.0027 0.0056 -0.0028
Si 4.1919 9.6095 26.8283 0.0008 0.0375 0.0291
Si 9.5502 9.6392 26.7574 0.0069 -0.0011 -0.0067
Si 2.7052 0.0359 28.0717 0.001 -0.0016 0.0119
Si 8.135 0.0437 28.0835 -0.0161 -0.009 0.0085
Si 0.0368 2.7175 28.087 0.0053 -0.0041 0.0107
Si 5.4641 2.7057 28.072 -0.0096 0.0064 0.009
Si 2.7185 5.4858 28.1855 -0.0193 -0.0062 0.0129
Si 8.2309 5.4569 28.0885 -0.0043 0.0034 0.0074
Si -0.0399 8.2585 28.1163 -0.0061 0.0008 0.0153
Si 5.5365 8.1361 28.1349 0.0146 0.0058 -0.0029
Si 4.1018 1.3673 29.4728 -0.047 0.013 -0.1128
Si 9.5708 1.3673 29.4728 -0.1116 0.1002 -0.2061
Si 1.3673 4.1018 29.4728 -0.3234 -0.1516 0.3566
Si 6.8362 4.1018 29.4728 0.063 -0.173 -0.3182
Si 4.1018 6.8362 29.4728 0.1772 0.074 0.4113
Si 9.5708 6.8362 29.4728 -0.0887 0.0369 -0.0031
Si 1.3673 9.5708 29.4728 0.1211 0.125 -0.0927
Si 6.8362 9.5708 29.4728 0.0329 0.1793 0.1468
Si 0 0 30.84 -0.063 -0.0112 -0.0308
Si 5.469 0 30.84 -0.0557 -0.1227 -0.0076
Si 2.7345 2.7345 30.84 0.0842 0.0601 -0.0089
Si 8.2035 2.7345 30.84 0.0584 0.0371 -0.0052
Si 0 5.469 30.84 0.02 -0.0829 0.0128
Si 5.469 5.469 30.84 -0.0499 -0.0444 -0.0007
Si 2.7345 8.2035 30.84 0.0995 0.0553 0.0004
Si 8.2035 8.2035 30.84 0.0238 -0.0086 0.0014
Si 1.3673 1.3673 32.2073 -0.0102 0.0408 -0.0263
Si 6.8362 1.3673 32.2073 -0.0112 -0.0042 -0.0415
Si 4.1018 4.1018 32.2073 0.0049 -0.0292 -0.0063
Si 9.5708 4.1018 32.2073 -0.0543 0.0317 -0.0073
Si 1.3673 6.8362 32.2073 -0.0286 -0.0087 -0.0401
Si 6.8362 6.8362 32.2073 -0.0061 0.0069 -0.0211
Si 4.1018 9.5708 32.2073 0.007 0.0551 -0.0086
Si 9.5708 9.5708 32.2073 -0.0009 -0.0196 0.0011
Si 2.7345 0 0.6835 0.0183 -0.0351 0.0237
Si 8.2035 0 0.6835 -0.0267 0.0292 0.0214
Si 0 2.7345 0.6835 -0.0157 0.0222 0.0143
Si 5.469 2.7345 0.6835 0.0451 0.0097 0.0207
Si 2.7345 5.469 0.6835 0.0522 -0.0312 0.0168
Si 8.2035 5.469 0.6835 0.0081 -0.0459 0.0369
Si 0 8.2035 0.6835 0.0548 -0.0615 0.0162
Si 5.469 8.2035 0.6835 -0.0119 -0.0112 0.0127
Si 4.1018 1.3673 2.0507 -0.0691 -0.0594 0.0291
Si 9.5708 1.3673 2.0507 -0.0234 0.0042 0.0221
Si 1.3673 4.1018 2.0507 0.005 -0.0172 0.0025
Si 6.8362 4.1018 2.0507 -0.0742 -0.0062 -0.0243
Si 4.1018 6.8362 2.0507 0.0344 -0.0096 0.0206
Si 9.5708 6.8362 2.0507 0.0703 0.1488 0.0065
Si 1.3673 9.5708 2.0507 -0.0658 0.0523 0.0083
Si 6.8362 9.5708 2.0507 -0.0376 -0.0349 -0.0071
Si 0 0 3.418 0.0198 -0.3483 -0.0933
Si 5.469 0 3.418 -0.2832 -0.4619 -0.1252
Si 2.7345 2.7345 3.418 -0.4511 -0.2176 0.0352
Si 8.2035 2.7345 3.418 0.0886 0.1152 -0.123
Si 0 5.469 3.418 0.4099 0.2217 0.2809
Si 5.469 5.469 3.418 0.1854 -0.0062 -0.5231
Si 2.7345 8.2035 3.418 -0.139 -0.0594 0.2982
Si 8.2035 8.2035 3.418 0.4816 0.3597 -0.0846
Si 1.332 1.303 4.8161 0.0012 0.0016 -0.0039
Si 6.8462 1.321 4.7167 0.0025 -0.0051 -0.0035
Si 4.0763 4.1335 4.7086 -0.0052 0.0043 -0.0025
Si 9.6155 4.0897 4.7699 0.0035 -0.0014 -0.0053
Si 1.3759 6.87 4.8947 0.0027 -0.0031 0.001
Si 6.9127 6.7924 4.7084 -0.0095 0.0021 -0.0116
Si 4.1049 9.5223 4.828 -0.0004 0.0013 -0.002
Si 9.6181 9.5718 4.8527 -0.0045 0.0017 -0.0015
Si 2.661 -0.1078 6.2286 0.0026 -0.0005 -0.0029
Si 8.2007 0.0467 6.1523 -0.0037 0.0079 0.0066
Si -0.0921 2.66 6.1807 -0.0164 0.0035 0.0094
Si 5.4187 2.6851 5.9378 0.0068 -0.002 -0.0096
Si 2.8391 5.4811 6.2015 -0.0058 0.0004 0.0008
Si 8.3019 5.5045 6.1103 0.0148 -0.0032 0.0011
Si -0.0127 8.2105 6.3911 0.0025 -0.0018 -0.0065
Si 5.5586 8.0824 6.0765 -0.0018 0.0034 0.0052
Si 3.8781 1.5721 7.2965 0.0063 -0.0022 0.0248
Si 9.0147 1.7828 7.595 0.0021 -0.0111 -0.0191
Si 1.6346 3.7923 7.2813 0.0066 0.0067 0.0005
Si 6.8275 4.0596 7.1479 -0.0121 -0.0046 0.0268
Si 4.7059 6.3606 7.4693 0.0022 -0.0128 0.018
Si 9.2934 7.0153 7.7019 -0.0074 -0.0011 0.024
Si 1.3132 9.5964 7.8407 -0.0011 0.0039 0.0072
Si 7.1011 9.3015 7.3574 0.0015 0.016 0.0354
O 1.4004 4.1373 24.8728 -0.0028 0.0193 0.0172
O 6.9552 9.4898 24.9155 -0.0151 -0.0117 -0.0434
O 2.7694 2.6922 7.7711 -0.0027 0.0013 -0.0033
O 8.1797 8.2074 7.9703 -0.0134 0.0037 -0.0137
O 5.7587 5.1291 7.9089 -0.002 0.0196 -0.0251
O -2.3018 2.4641 18.6727 0 0.0004 0.0039
O 4.0842 6.8374 25.0552 -0.0509 0.0655 0.1302
O 9.5008 1.454 24.9381 0.013 -0.0112 0.0157
O 2.1801 8.5146 8.7427 -0.005 0.0005 0.0005
O 0.9175 4.3316 8.6509 -0.0046 0.0003 0.0006
O 9.3719 1.1585 9.0837 -0.0031 0.0036 0.0026
O 6.4736 10.0385 8.669 0.0111 -0.0121 -0.0269
O 4.605 1.0453 8.6573 -0.0026 0.0032 -0.0093
O 4.4323 7.175 8.8633 -0.0006 -0.0006 -0.0046
O 7.8726 2.9694 7.9122 0.0112 -0.0002 0.0075
O 9.675 6.4287 9.2121 0.0003 0.0048 -0.0135
O 3.301 2.4855 23.9989 0.003 -0.0111 -0.0016
O 4.9174 -0.3721 23.8109 -0.0628 0.034 -0.0285
O 7.8757 3.3876 24.0892 -0.0045 -0.0031 -0.0015
O 10.7671 6.0628 24.0248 0.0092 -0.0003 0.0111
O 8.8444 7.8767 24.0089 0.0095 -0.0026 0.0023
O 0.03 10.5764 23.9211 0.0707 -0.0249 -0.0887
O 5.5892 4.8067 24.2553 0.0079 -0.0093 -0.0067
O 0.9489 10.7082 21.3772 0.0067 -0.0276 0.0553
Si 4.1249 6.7958 12.2012 0.0004 0.0013 0.0053
Si 8.3913 -2.2699 14.6227 -0.002 0.0038 -0.0002
Si 5.2747 2.9099 13.3218 -0.003 -0.0008 0.0064
Si 6.7197 -3.8874 18.9807 0.0024 -0.0085 -0.0103
Si 8.4304 -9.5095 17.4394 -0.0016 0.0028 -0.0058
Si 1.7514 -3.1001 18.3056 -0.0035 -0.0014 -0.0137
Si 0.8632 9.8319 22.7455 -0.0957 -0.0137 -0.009
Si 11.7495 3.6387 10.1235 0.0046 0 -0.0015
Si 5.3271 10.8103 9.503 0.0066 0.0031 -0.0023
Si 2.6297 4.1041 12.4134 0.001 0.0014 0.0074
Si 13.3395 -5.388 16.579 -0.0007 0.0018 -0.0085
Si -1.2644 3.1147 19.7537 -0.0015 0.0086 -0.0141
Si 10.8963 1.2944 15.4679 -0.0028 0.0045 -0.0026
Si 0.5353 -6.7312 14.54 0.0006 0.0032 0.0013
Si 6.4879 0.4037 12.2427 -0.0025 0.0052 0.0019
Si 0.2278 11.3606 20.0477 0.0016 -0.0021 -0.0247
Si 14.311 -5.9706 20.6535 -0.0026 -0.0055 0.0001
Si 6.7791 -5.7226 11.9463 -0.0022 0.0016 0.004
Si 5.4401 -1.9492 13.8567 -0.0012 0.0039 0.0029
Si 6.5684 3.9427 23.2899 -0.0015 0.0136 0.007
Si 9.4973 0.0785 12.818 -0.0001 0.0022 0.0036
Si 10.7004 0.6851 9.9246 -0.0014 0.0068 0.0013
Si 1.6882 -0.3011 17.4478 -0.0006 -0.0003 -0.0117
Si 4.0799 -3.0557 20.5429 -0.0105 -0.0199 -0.0343
Si 9.1825 -4.8878 13.5101 -0.0026 0.0009 0.0018
Si 0.8842 -5.7585 19.0455 -0.0022 0.0002 -0.0056
Si 5.854 2.516 16.2296 0.0007 0.0039 -0.0066
Si 4.0957 2.437 22.5598 0.0021 0.0438 -0.0055
Si 4.6378 -0.3556 16.3723 -0.0008 0.0023 -0.005
Si 10.0321 7.1981 23.1038 -0.0251 -0.0118 0.0018
Si 7.4513 -1.3819 17.3755 -0.0022 0.0082 -0.0081
Si 9.4175 5.6094 10.6157 -0.0024 -0.0006 0.0044
Si -2.6766 5.3737 21.2004 0.012 -0.0032 0.0056
Si 3.8305 -0.576 22.5977 0.0454 0.0213 -0.0585
Si 4.9669 4.8927 17.8044 -0.0033 -0.0001 -0.0112
Si 14.45 -2.6784 9.6529 0.0066 0.0002 0.001
O 1.706 4.6552 17.748 -0.0006 0.0023 0.0037
O 9.7934 -9.7966 16.6424 0.0016 0.0043 0.0014
O 19.0003 0.7755 12.4673 -0.0008 -0.0005 -0.002
O 6.0173 -1.1177 12.5743 -0.002 0.0029 -0.0012
O 2.8999 -2.7706 19.4401 -0.0051 0.0058 0.0092
O 6.0487 6.1149 17.8202 0.0055 0.0089 0.0145
O 3.7357 -4.4913 21.304 0.001 0.0065 0.0062
O 4.409 7.8222 13.4227 -0.0026 0.0015 -0.0018
O -1.1895 6.4544 12.0027 0.001 0.0033 -0.0003
O 2.2362 4.0111 10.8374 -0.0006 0.0037 -0.0024
O 14.5977 -7.2427 21.6279 0.0005 -0.002 0.0055
O 4.8335 1.2564 16.2899 -0.0029 0.0002 0.0035
O 5.6556 1.3439 13.2547 -0.0023 0.0107 -0.0001
O 4.2217 4.833 19.262 -0.0017 0.0004 0.0034
O 2.4283 9.8081 23.2812 -0.0278 -0.0085 -0.0067
O 10.3712 4.2841 10.7144 -0.0068 0.0046 0.0019
O 16.6228 3.4614 17.5439 -0.0019 0.0064 0.0045
O 7.9623 -0.0029 18.1287 0.0015 -0.0015 0.0086
O 4.2227 -1.7539 21.5369 -0.0067 0.0494 0.0533
O 7.3766 1.9383 16.3197 -0.0049 0.0045 0.0047
O 5.7158 2.6391 22.7804 0.0017 0.0043 0.003
O 5.8703 -1.1355 17.1045 0.0006 0.0024 0.0066
O -3.3232 -2.6964 18.3148 -0.0031 0.0006 0.0073
O 1.3 0.5729 18.791 -0.002 -0.0008 0.0119
O -0.9934 -0.6147 19.8321 0.0128 -0.0012 0.0184
O 7.62 5.6164 13.2928 0.0003 0.0029 -0.0008
O 7.8286 5.1746 10.6839 -0.001 0.0026 -0.0009
O 17.073 -7.1898 12.2227 -0.0014 0.0035 -0.0024
O 5.611 3.368 14.8576 -0.0035 -0.0008 -0.0033
O 10.0144 -6.0938 14.2211 -0.0023 0.0045 0.0005
O -1.8449 -1.3769 13.4453 0 0.0065 -0.0012
O 3.2092 7.5607 11.0849 -0.001 -0.002 0.0005
O 1.5449 -5.6461 15.2307 -0.0003 0.002 0.0021
O 14.6367 2.9991 12.9321 0.0018 0.006 -0.0003
O 11.3294 -8.0748 15.4382 -0.0012 -0.0001 0.0012
O 9.2327 -3.6603 14.5778 -0.0004 0.0014 0.0007
O 6.7987 -2.6105 14.4699 -0.0011 0.0015 0.0021
O 9.3562 6.4023 21.8592 -0.0195 -0.0212 -0.0159
O -0.5691 0.8603 13.973 -0.0018 0.0015 -0.0004
O 0.1935 8.3236 22.6102 0.0379 0.0675 0.0047
O 1.7651 4.8889 20.3863 -0.0003 0.0027 0.0043
O 7.6982 -4.8359 19.8693 -0.002 0.008 0.0119
O 5.551 -3.191 19.8711 0.0068 0.0013 0.0053
O 2.4212 -3.811 16.9927 -0.0007 0.0023 0.0038
O 1.0193 -1.7647 17.7554 -0.0038 0.0056 0.0063
O 3.2412 -5.3725 12.7743 -0.0019 0.0003 -0.0039
O 3.7768 0.9425 21.9341 -0.0037 -0.0434 0.0113
O 10.6561 -8.9761 20.3596 0.0011 0.0005 0.0074
O 10.4505 4.3437 19.0297 -0.0021 0.0023 0.0053
O 6.0599 0.6642 10.7063 -0.0002 -0.0015 0.0014
O 5.5682 -4.6706 11.6199 -0.0013 0.0011 -0.0003
O 12.1517 3.7966 13.1328 0.0022 0.0047 -0.0028
O -3.9372 -5.8873 22.1871 0.0153 -0.0081 0.0059
O 3.9607 5.0965 16.5282 0.0014 0.005 0.0075
O 8.8637 -7.0662 20.9477 -0.0239 0.0374 0.0183
O -2.4904 -1.5292 16.0803 -0.0008 0.0005 0.0047
O 3.2914 -0.559 17.2604 -0.0012 0.002 0.0051
O 11.6329 2.0076 10.1422 -0.0001 -0.0016 -0.0005
O 12.1203 0.36 16.0317 -0.0027 0.0018 0.0056
O 4.2271 9.6943 9.9474 -0.0039 -0.001 0.0025
O 11.484 -0.3834 8.9519 0.0043 -0.004 -0.0056
O 10.3304 0.0263 11.3902 -0.0031 -0.0004 0.0037
O 4.5878 -1.0046 14.8785 -0.0015 0.0025 0.0014
O 0.6386 6.7988 18.926 -0.0001 0.0057 0.0053
H -1.7497 -0.4072 19.244 -0.0175 0.0075 -0.0169

Results
free energy: -133983.297 eV
free energy less fixed offsets of H -15.97, O -568.88, Si -635.61 eV per atom: -5.367 eV

The program warned: the cutoff lies below the one the program advises for these potential files; the forces do not sum to zero within the program's tolerance; the exchange-correlation potential is rough where the density is thin.
